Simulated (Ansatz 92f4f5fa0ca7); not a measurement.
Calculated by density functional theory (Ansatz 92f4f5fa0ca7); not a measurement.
Periodic cell of 303 atoms, Si195O108, from a study of silicon, its oxide and their interface. The atomic structure is a simulated model.
Doubt: the cutoff is far below the 930 eV that the study's wrapper takes by default for these files, so forces and energies are approximate.
This geometry differs little from another in the collection (a relaxation step or a small displacement).

Settings
functional: PBE
potential files: Ansatz PAW
basis: plane waves
wave-function cutoff: 580 eV
density cutoff ratio: 5
exchange-correlation grid ratio: 1
k mesh: 1 x 1 x 1, Gamma-centred
self-consistency stop: 5e-08 eV per atom in the density residual
occupations: fixed
spin: none
net charge: 0

Cell vectors (angstrom)
a, 11.6015, 0, 0
b, 0, 10.938, 0
c, 0, 0, 42.2094

Atoms: element, x, y, z (angstrom)
Si, 0, 0, 0.9665
Si, 3.8672, 0, 0.9665
Si, 7.7343, 0, 0.9665
Si, 1.9336, 1.3673, 0.9665
Si, 5.8008, 1.3673, 0.9665
Si, 9.6679, 1.3673, 0.9665
Si, 0, 5.469, 0.9665
Si, 3.8672, 5.469, 0.9665
Si, 7.7343, 5.469, 0.9665
Si, 1.9336, 6.8362, 0.9665
Si, 5.8008, 6.8362, 0.9665
Si, 9.6679, 6.8362, 0.9665
Si, 1.9336, 2.7345, 41.2423
Si, 5.8008, 2.7345, 41.2423
Si, 9.6679, 2.7345, 41.2423
Si, 0, 4.1018, 41.2423
Si, 3.8672, 4.1018, 41.2423
Si, 7.7343, 4.1018, 41.2423
Si, 1.9336, 8.2035, 41.2423
Si, 5.8008, 8.2035, 41.2423
Si, 9.6679, 8.2035, 41.2423
Si, 0, 9.5708, 41.2423
Si, 3.8672, 9.5708, 41.2423
Si, 7.7343, 9.5708, 41.2423
Si, 0, 0, 4.8337
Si, 3.8672, 0, 4.8337
Si, 7.7343, 0, 4.8337
Si, 1.9336, 1.3673, 4.8337
Si, 5.8008, 1.3673, 4.8337
Si, 9.6679, 1.3673, 4.8337
Si, 0, 5.469, 4.8337
Si, 3.8672, 5.469, 4.8337
Si, 7.7343, 5.469, 4.8337
Si, 1.9336, 6.8362, 4.8337
Si, 5.8008, 6.8362, 4.8337
Si, 9.6679, 6.8362, 4.8337
Si, 1.9336, 2.7345, 2.9001
Si, 5.8008, 2.7345, 2.9001
Si, 9.6679, 2.7345, 2.9001
Si, 0, 4.1018, 2.9001
Si, 3.8672, 4.1018, 2.9001
Si, 7.7343, 4.1018, 2.9001
Si, 1.9336, 8.2035, 2.9001
Si, 5.8008, 8.2035, 2.9001
Si, 9.6679, 8.2035, 2.9001
Si, 0, 9.5708, 2.9001
Si, 3.8672, 9.5708, 2.9001
Si, 7.7343, 9.5708, 2.9001
Si, 2.0121, 1.8291, 30.4211
Si, 4.9532, 1.0429, 29.6006
Si, 8.219, 0.1165, 31.6207
Si, 1.1244, 0.981, 32.3665
Si, 5.8168, 0.7688, 31.8689
Si, 10.2765, 1.5288, 31.9226
Si, 0.1559, 3.9454, 31.2827
Si, 3.7707, 5.49, 30.8264
Si, 7.9944, 4.7064, 30.0753
Si, 2.9079, 8.1876, 30.3033
Si, 5.772, 7.7032, 31.0893
Si, 10.4525, 6.5855, 30.5532
Si, 1.838, 2.5494, 33.9172
Si, 5.7895, 2.5728, 33.4469
Si, 9.6752, 2.7047, 33.8045
Si, 0.0367, 3.9913, 33.6805
Si, 3.7739, 3.8463, 33.5423
Si, 7.6951, 3.9434, 33.2532
Si, 2.1633, 9.8661, 32.6062
Si, 6.0743, 8.3834, 33.3544
Si, 10.1055, 8.0572, 33.4631
Si, 0.7215, 8.7953, 34.123
Si, 4.4502, 10.1494, 33.2605
Si, 8.1939, 9.5588, 33.478
Si, 0.1801, -0.2186, 35.5537
Si, 4.0658, 0.0245, 35.4697
Si, 7.8754, -0.0691, 35.4571
Si, 2.0525, 1.2059, 35.7456
Si, 5.9729, 1.3874, 35.4894
Si, 9.82, 1.2081, 35.5809
Si, 0.0008, 5.4714, 35.4957
Si, 3.7869, 5.5762, 35.2387
Si, 7.6794, 5.4136, 35.2056
Si, 1.7828, 6.9939, 35.4108
Si, 5.7989, 6.882, 35.2343
Si, 9.6479, 6.7403, 35.3768
Si, 2.0116, 2.7753, 37.4632
Si, 5.8603, 2.7949, 37.3706
Si, 9.7228, 2.7127, 37.3937
Si, 0.0439, 4.0719, 37.3942
Si, 3.9049, 4.1995, 37.2812
Si, 7.7883, 4.1312, 37.2867
Si, 1.9758, 8.2009, 37.4187
Si, 5.8322, 8.1363, 37.3104
Si, 9.659, 8.136, 37.3408
Si, 0.002, 9.4736, 37.4922
Si, 3.9403, 9.5375, 37.362
Si, 7.7486, 9.5183, 37.3827
Si, 0, 0, 39.3087
Si, 3.8672, 0, 39.3087
Si, 7.7343, 0, 39.3087
Si, 1.9336, 1.3673, 39.3087
Si, 5.8008, 1.3673, 39.3087
Si, 9.6679, 1.3673, 39.3087
Si, 0, 5.469, 39.3087
Si, 3.8672, 5.469, 39.3087
Si, 7.7343, 5.469, 39.3087
Si, 1.9336, 6.8362, 39.3087
Si, 5.8008, 6.8362, 39.3087
Si, 9.6679, 6.8362, 39.3087
Si, 1.8825, 2.7322, 6.777
Si, 5.7841, 2.7437, 6.7479
Si, 9.676, 2.7475, 6.753
Si, -0.0258, 4.1428, 6.7921
Si, 3.8425, 4.0528, 6.7049
Si, 7.7302, 4.0887, 6.7298
Si, 1.8998, 8.2314, 6.7488
Si, 5.7635, 8.2268, 6.7734
Si, 9.6369, 8.2302, 6.7987
Si, -0.0309, 9.5914, 6.7968
Si, 3.8314, 9.5892, 6.7715
Si, 7.6961, 9.5925, 6.7878
Si, -0.0298, -0.0445, 8.7932
Si, 3.7998, 0.0483, 8.6901
Si, 7.6878, 0.1116, 8.6746
Si, 1.8598, 1.3907, 8.7342
Si, 5.7121, 1.4311, 8.709
Si, 9.6601, 1.373, 8.6702
Si, -0.0432, 5.5246, 8.7382
Si, 3.8426, 5.4444, 8.5687
Si, 7.7227, 5.5333, 8.5809
Si, 1.9378, 6.8024, 8.6115
Si, 5.7599, 6.8274, 8.6869
Si, 9.6348, 6.9165, 8.7814
Si, 1.8261, 2.8065, 10.6465
Si, 3.7038, 4.2548, 10.5838
Si, 9.5664, 2.7938, 10.5369
Si, -0.1115, 4.1756, 10.6724
Si, 5.6449, 2.9024, 10.586
Si, 7.6306, 4.144, 10.4402
Si, 2.3353, 7.8412, 10.6753
Si, 5.8091, 8.3344, 10.531
Si, 9.4885, 8.2493, 10.7986
Si, -0.225, 9.6437, 10.8641
Si, 3.8538, 9.5944, 10.5865
Si, 7.6597, 9.6994, 10.5859
Si, -0.1378, 0.2601, 12.6915
Si, 1.878, 1.4498, 12.5894
Si, 8.0561, 0.3026, 13.3288
Si, 3.3728, -0.3496, 12.7055
Si, 5.5042, 1.5711, 13.5503
Si, 9.682, 1.7359, 12.6216
Si, -0.5937, 5.1669, 12.7805
Si, 3.3294, 6.1049, 12.0395
Si, 7.7335, 5.618, 13.2982
Si, 2.1823, 5.771, 14.0313
Si, 5.1728, 6.9958, 13.2263
Si, 9.5689, 7.0618, 12.9128
O, 2.6359, 9.5166, 13.7307
O, 0.9192, 8.4952, 11.2628
O, -4.2145, -0.4331, 12.02
O, 11.3057, 10.3483, 14.1261
O, 4.645, 7.9641, 14.4514
O, 8.1895, 4.266, 14.1254
O, 4.7535, 2.7162, 14.4251
O, 6.9521, 1.1875, 14.1707
O, -5.3422, 5.9855, 13.9243
O, 8.6295, 10.1235, 14.3798
O, 2.1286, 7.1772, 14.8664
O, 10.1088, 7.9517, 14.2175
O, 11.592, 16.385, 30.6982
O, 8.3067, 3.1932, 29.4944
O, 5.2713, 6.1386, 31.0182
O, 7.1128, 7.986, 30.1665
O, 4.5348, 10.8239, 28.4801
O, 6.1005, 1.918, 28.8219
O, -1.5455, 7.2461, 32.0017
O, 13.0637, 3.3824, 30.4528
O, 10.5546, 13.7939, 30.9059
O, 2.3956, 8.1999, 28.7717
O, 3.5336, 4.7884, 29.3899
O, 11.1063, 7.7125, 29.5713
Si, 10.2225, 10.7132, 17.5068
Si, 7.5613, 5.4189, 22.458
Si, 5.2984, 9.1963, 19.9397
Si, 7.8179, 9.1014, 29.1689
Si, 12.9536, 11.5988, 22.2144
Si, 0.7095, 5.9122, 23.8794
Si, 11.9375, 5.7934, 20.7334
Si, 3.1342, 8.4604, 14.8732
Si, 2.0106, 2.3233, 26.1096
Si, 3.0011, 7.7573, 27.3285
Si, 3.2432, 3.0605, 14.9346
Si, 3.45, 13.2623, 23.412
Si, 3.0517, 8.6642, 17.9314
Si, 10.9269, 3.52, 24.8277
Si, 8.2409, 9.5572, 19.7259
Si, 2.8251, 5.7612, 18.9777
Si, 7.5104, 2.4804, 28.2388
Si, 8.4166, 10.6196, 22.7631
Si, 4.0637, 10.5783, 22.4526
Si, 6.4083, 4.9099, 27.508
Si, 10.74, 8.5429, 28.211
Si, 9.2391, 6.712, 20.3675
Si, 2.0839, 2.8247, 17.7051
Si, 5.2999, 9.8193, 27.4211
Si, 3.3889, 4.6891, 27.7715
Si, 12.9806, 0.1765, 19.1072
Si, 9.7551, 12.64, 26.6185
Si, 12.1509, 0.5367, 27.9774
Si, 9.1827, 2.7619, 22.3417
Si, 15.3544, 5.3896, 23.5835
Si, 9.7149, 3.6167, 13.9976
Si, 10.0804, 9.4806, 14.7846
Si, 10.7857, -0.234, 24.3101
Si, 10.5616, 2.6804, 16.8871
Si, 4.9891, 6.3003, 21.0104
Si, 9.9176, 3.9477, 19.625
Si, 12.1694, 8.323, 25.6334
Si, 6.2665, 6.5562, 25.0302
Si, 5.9342, 9.6467, 24.523
O, 9.9684, 1.1667, 16.6823
O, 10.8559, 6.9832, 20.415
O, 11.6392, 0.0203, 18.2305
O, 10.2664, 3.4999, 15.5303
O, 4.3264, 5.71, 19.6369
O, 4.6454, 9.5206, 23.5358
O, 2.1367, 9.6859, 18.8341
O, 3.0745, 9.1232, 16.3613
O, 3.8869, 6.2757, 22.2204
O, 2.6813, 7.0558, 17.967
O, 4.5005, 8.3931, 27.2448
O, 4.7613, 6.0031, 24.7091
O, -0.3355, 5.1024, 24.8238
O, 8.6112, 1.2905, 22.6749
O, 7.0711, -0.5389, 23.6405
O, 5.5335, 10.4354, 25.9126
O, 4.5266, 8.8418, 18.5674
O, 6.2575, 5.3993, 21.4749
O, 2.4267, 3.4842, 27.2128
O, 2.4798, 4.2959, 18.3345
O, 2.2491, 5.4774, 24.1938
O, 9.9637, 0.6974, 25.3637
O, 11.7817, 9.8275, 25.2114
O, 3.1973, 2.0866, 25.0165
O, 0.4694, 7.4653, 24.2603
O, 11.1871, 7.7642, 26.8337
O, 2.0702, 13.0561, 22.5175
O, 15.6691, 3.8195, 23.2197
O, 8.3891, 1.3593, 27.4512
O, 4.8872, 4.4171, 27.2465
O, 9.6411, 9.8559, 23.5339
O, 5.5252, 7.8242, 20.7962
O, 1.6927, 11.8197, 26.8395
O, 0.692, 2.7409, 25.252
O, 9.7915, 3.2035, 25.962
O, 10.4429, 3.0852, 23.3297
O, 8.66, 6.4923, 21.8832
O, 9.1125, 8.6485, 28.2932
O, 11.4452, 4.4312, 19.9725
O, 6.7608, 9.5418, 28.0436
O, 8.9556, 5.279, 19.6117
O, 2.9051, 6.1394, 27.205
O, 4.4925, 12.1201, 22.859
O, 2.2371, 1.5232, 18.6969
O, 3.0966, 2.5349, 16.4615
O, 6.7142, 6.1819, 26.553
O, 6.4204, 8.1567, 24.9078
O, 14.0429, 10.4306, 22.5644
O, 8.4488, 10.0092, 21.2676
O, 9.5648, 2.8234, 20.7535
O, 0.3877, 5.5917, 22.333
O, 8.5622, 7.9574, 19.5886
O, 11.5268, 9.9733, 28.1168
O, 0.5533, 2.829, 17.1627
O, 10.2487, 9.4922, 16.4128
O, 4.554, 10.2685, 20.9252
O, 10.9347, 1.58, 27.7248
O, 13.4074, 6.1358, 20.1902
O, 8.0403, 3.8812, 22.5737
O, 12.5345, 11.3657, 20.6592
O, 9.7713, 3.2992, 18.161
O, 6.6834, 9.8317, 19.3944
O, 11.6529, 11.4773, 23.1713
O, 2.1113, 8.3874, 26.1388
O, 7.2818, 5.8745, 23.9799
O, 9.1203, 10.4054, 18.6604
O, 6.7771, 5.2311, 29.0794
O, 8.2881, -0.5929, 30.1194
O, 3.5591, 4.4285, 32.0124
O, 2.707, 6.7226, 31.0022
O, 1.2221, 0.8584, 29.3917
O, 12.2547, 5.2866, 13.8558
O, 17.2791, 2.0774, 12.0163
O, 16.2799, 0.166, 13.5575
O, 1.9856, -1.6836, 31.0749
O, 7.7244, 4.5967, 31.7005
O, 14.6166, -6.2622, 14.9277
O, 4.5136, 8.5776, 30.4291
O, 2.1186, 2.3605, 13.9693
O, 15.1879, 1.8865, 29.9363
O, 6.044, -3.1314, 12.1006
O, 7.2735, 3.6054, 27.0839
O, -2.4311, 5.8233, 29.8868
O, 7.5857, 5.2174, 11.7069

Results
free energy: -185382.249 eV
free energy less fixed offsets of O -568.88, Si -635.61 eV per atom: 0.741 eV

Forces (eV/angstrom), in the order of the atoms: element, x, y, z
Si, 0.0024, 0.01, 0.0287
Si, 0.0076, 0.0567, 0.0068
Si, -0.0004, 0.0494, 0.0082
Si, -0.0137, 0.0233, 0.0294
Si, -0.0003, -0.0406, -0.0044
Si, 0.0127, -0.0016, 0.0089
Si, 0.0046, 0.0385, -0.0079
Si, -0.0093, 0.0405, -0.0267
Si, -0.0023, 0.0594, -0.0352
Si, 0.0056, 0.0015, 0.0036
Si, -0.0012, -0.0721, -0.0152
Si, -0.0013, -0.0691, 0.002
Si, 0.002, -0.11, 0.1173
Si, 0.0169, 0.0294, 0.0311
Si, -0.0214, -0.024, 0.0456
Si, 0.0207, -0.0424, -0.0016
Si, 0.0166, -0.1206, -0.0821
Si, 0.0143, -0.1418, -0.0761
Si, -0.0087, 0.0039, 0.0035
Si, 0.0365, 0.1181, -0.0459
Si, 0.0376, 0.112, -0.0602
Si, 0.0301, 0.0656, 0.0968
Si, 0.0062, -0.0615, -0.0133
Si, -0.0108, -0.0294, 0.0207
Si, -0.0247, 0.0409, 0.1047
Si, -0.0263, 0.1089, 0.011
Si, -0.0416, 0.0333, 0.0357
Si, -0.1093, -0.0117, 0.0395
Si, 0.0516, -0.0958, -0.0617
Si, 0.0434, -0.0155, -0.0548
Si, 0.0106, 0.1068, 0.0526
Si, -0.056, 0.0566, -0.1843
Si, 0.0103, 0.0378, -0.2053
Si, -0.0398, 0.0424, -0.0439
Si, -0.0343, 0.0246, 0.1269
Si, -0.0354, 0.0684, 0.2481
Si, 0.0016, 0.0197, 0.0243
Si, -0.008, 0.0461, 0.0086
Si, -0.0189, 0.0129, 0.0034
Si, -0.013, -0.0589, 0.011
Si, -0.0093, -0.0006, -0.0371
Si, -0.0076, -0.0113, -0.0382
Si, -0.0086, 0.0053, 0.0061
Si, -0.0038, 0.0621, 0.0032
Si, -0.0136, 0.0839, 0.0151
Si, -0.0018, -0.055, 0.0278
Si, -0.0214, -0.0484, -0.0099
Si, 0.0103, -0.0574, 0.0108
Si, -0.0082, -0.0074, -0.0754
Si, -0.0011, -0.0077, -0.0004
Si, 0.0008, 0.0215, 0.0715
Si, -0.0325, -0.01, 0.0231
Si, 0.024, -0.0217, -0.0212
Si, 0.0149, -0.0202, -0.0029
Si, -0.0072, 0.0082, 0.041
Si, -0.0059, -0.0085, 0.0046
Si, 0.0146, 0.0118, 0.0001
Si, 0.0009, -0.0018, 0.0117
Si, -0.0153, -0.0138, -0.0302
Si, -0.0189, -0.0131, 0.0099
Si, -0.0012, -0.0056, 0.0458
Si, -0.0107, 0.0305, -0.0011
Si, 0.013, -0.0092, 0.0173
Si, -0.0031, -0.0282, -0.0543
Si, 0.0096, 0.0111, 0.0171
Si, -0.0133, -0.0083, 0.0307
Si, -0.0272, 0.0153, 0.0138
Si, -0.0013, 0.0123, 0.0035
Si, 0.0022, 0.0295, 0.0226
Si, -0.0186, 0.002, 0.0139
Si, 0.0233, 0.0037, 0.0459
Si, 0.0134, -0.0004, -0.0298
Si, 0.0154, -0.0029, -0.0087
Si, -0.0243, -0.003, -0.0137
Si, 0.0092, -0.0109, 0.0046
Si, 0.0148, 0.016, -0.0199
Si, 0.0126, -0.0109, -0.0037
Si, -0.0066, 0.0134, -0.0159
Si, 0.002, 0.006, 0.0103
Si, 0.0055, -0.0106, -0.0038
Si, -0.0053, -0.0022, -0.0057
Si, 0.0058, -0.0027, 0.0059
Si, -0.0035, -0.0065, 0.0008
Si, 0.0069, 0.0024, -0.0009
Si, 0.0052, -0.008, -0.0267
Si, -0.0141, -0.011, 0.0156
Si, -0.0014, -0.006, 0.0049
Si, -0.0003, 0.0174, 0.0097
Si, -0.0021, 0.012, 0.0052
Si, 0.0062, 0.0136, -0.0022
Si, -0.0055, -0.0037, -0.008
Si, -0.0086, -0.0067, -0.0002
Si, -0.0062, -0.0077, -0.0008
Si, 0.0021, 0.0032, -0.0067
Si, -0.0114, 0.0017, 0.0001
Si, -0.0003, 0.0087, 0.0057
Si, -0.1184, 0.0514, 0.2699
Si, 0.0933, -0.0376, -0.217
Si, -0.0017, -0.0722, -0.1638
Si, 0.1487, 0.0048, 0.4435
Si, -0.0279, 0.1745, -0.1351
Si, -0.0327, -0.0047, 0.2577
Si, 0.0101, 0.0292, -0.0046
Si, 0.0681, 0.0638, -0.1493
Si, 0.1543, 0.0045, -0.3019
Si, 0.1541, -0.1727, 0.2339
Si, 0.0195, -0.1857, -0.2405
Si, -0.0853, -0.2055, -0.0067
Si, 0.0001, 0.0009, -0.0093
Si, 0.0113, -0.0151, -0.0004
Si, -0.0076, -0.0094, -0.004
Si, -0.004, -0.0019, 0.0021
Si, -0.0073, 0.0023, 0.0013
Si, 0.0024, 0.0113, -0.0066
Si, -0.0063, 0.0011, -0.0078
Si, 0.0027, -0.0081, 0.0004
Si, 0.0152, 0.0039, -0.0024
Si, -0.004, 0.0068, -0.0131
Si, -0.0074, -0.0013, 0.0015
Si, 0.0016, 0.0156, -0.0013
Si, -0.0121, -0.0138, -0.0067
Si, 0.0045, 0.0103, 0.0003
Si, 0.0017, -0.0056, -0.0009
Si, -0.0042, -0.009, -0.011
Si, 0.0031, 0.0006, 0.0064
Si, 0.0081, 0.0074, 0.008
Si, 0.0006, 0.0072, -0.0156
Si, 0.0095, 0.0042, 0.0138
Si, -0.0002, -0.0073, 0.0013
Si, 0.0064, 0.0206, 0.0383
Si, -0.0048, -0.0116, -0.0098
Si, 0.0069, -0.0086, -0.0005
Si, 0.0079, 0.0075, 0.0288
Si, 0.0154, -0.0213, -0.0123
Si, -0.0201, -0.0053, 0.0018
Si, -0.0032, -0.0064, -0.0173
Si, 0.0117, 0.0268, 0.0111
Si, -0.0278, 0.0216, 0.0487
Si, -0.0008, -0.0247, -0.0643
Si, 0.0054, 0.0328, 0.0176
Si, -0.0366, -0.0096, 0.0233
Si, -0.0353, 0.1499, 0.0199
Si, 0.0307, 0.0036, 0.023
Si, -0.0054, -0.0305, -0.0402
Si, 0.0104, -0.0232, -0.0637
Si, -0.0111, -0.0395, -0.019
Si, -0.04, -0.011, 0.0192
Si, 0, 0.0462, -0.0155
Si, 0.0092, 0.0048, 0.0171
Si, 0.0305, 0.0258, 0.0124
Si, -0.0391, -0.0229, 0.0195
Si, 0.0173, -0.0191, 0.077
Si, -0.0538, -0.0478, -0.0328
Si, 0.0159, -0.0235, -0.0311
Si, -0.0237, 0.0189, -0.037
Si, -0.0071, 0.0128, -0.0258
O, -0.005, -0.018, -0.0039
O, 0.0432, -0.1028, 0.0222
O, 0.0036, 0.0392, 0.0426
O, -0.0245, -0.024, 0.0243
O, -0.027, 0.004, 0.0037
O, 0.0082, 0.0345, -0.0385
O, -0.0025, -0.0022, -0.0159
O, -0.0016, -0.003, -0.0288
O, 0.0775, -0.0326, -0.0409
O, 0.0336, -0.0112, -0.0022
O, 0.0133, 0.0188, -0.0052
O, 0.0166, 0.007, -0.0056
O, 0.0024, -0.0037, -0.0056
O, -0.0082, 0.0014, -0.0001
O, 0.0043, 0.0123, 0.0065
O, 0.0145, 0.0043, 0.0019
O, 0.0008, -0.0099, -0.0062
O, 0.0048, 0.0083, -0.0008
O, 0.004, -0.0267, -0.0504
O, 0.0037, 0.0124, -0.0051
O, -0.0052, 0.0088, -0.0131
O, 0.0039, 0.0008, -0.0045
O, -0.0057, 0.0041, -0.0043
O, 0.0032, 0.0085, -0.0066
Si, -0.003, -0.0037, 0.0025
Si, -0.005, -0.0037, -0.0108
Si, 0, -0.0008, 0.0005
Si, -0.0005, 0.0011, 0.0008
Si, 0.0006, 0.0028, -0.0055
Si, -0.0015, -0.0034, -0.0093
Si, -0.0015, 0.0002, -0.0082
Si, 0.013, 0.0045, 0.0246
Si, 0.0007, -0.0037, -0.007
Si, -0.0061, -0.0093, -0.0028
Si, -0.0025, -0.0047, 0.0131
Si, -0.0022, 0.0007, -0.0099
Si, 0, 0.0031, -0.0091
Si, 0.0031, -0.0017, -0.0143
Si, -0.003, 0.0046, -0.0112
Si, -0.002, -0.0004, -0.0048
Si, -0.0014, -0.0038, -0.0011
Si, -0.0011, 0.0055, -0.0125
Si, -0.0019, 0.0028, -0.0059
Si, -0.002, 0.0021, -0.0014
Si, -0.0001, 0.0067, -0.0071
Si, -0.0012, -0.0009, -0.0074
Si, -0.0006, 0.001, 0.0039
Si, -0.0001, 0.0014, -0.0016
Si, -0.0053, 0.0069, 0.008
Si, -0.0066, -0.0011, -0.0084
Si, -0.001, 0.002, 0.0015
Si, 0.0042, 0.0056, 0.0062
Si, -0.003, -0.0019, -0.009
Si, -0.0022, 0.0015, -0.008
Si, -0.0302, -0.0109, 0.0048
Si, 0.0093, 0.0146, 0.0188
Si, -0.0029, 0.0029, -0.0075
Si, -0.0026, 0.0047, 0.0078
Si, -0.001, 0.0014, -0.0038
Si, -0.0014, -0.0031, -0.0014
Si, 0.0087, -0.0025, -0.0048
Si, -0.0025, -0.0002, -0.0104
Si, -0.0031, 0.0033, -0.0089
O, 0.0006, 0.0031, -0.0054
O, -0.0026, 0.0016, 0.0019
O, 0.0042, 0.0004, 0.0095
O, -0.0084, 0.0051, -0.0289
O, -0.0047, 0.0009, 0.0004
O, 0.0016, -0.0006, 0.0057
O, -0.0001, 0.0035, -0.0029
O, -0.0017, -0.0044, 0.0084
O, -0.0017, -0.0025, 0.0039
O, -0.0019, -0.0005, -0.0018
O, -0.0034, 0.0002, 0.002
O, -0.0018, 0.0007, 0.0034
O, -0.0011, 0.0044, 0.0037
O, -0.0009, -0.0034, 0.0027
O, -0.0048, -0.0032, 0.0029
O, 0.0024, -0.003, -0.0023
O, -0.008, 0, -0.003
O, 0.0012, 0.0013, 0.0063
O, -0.0055, -0.0026, 0.0027
O, -0.0023, 0.0011, -0.0002
O, -0.0048, -0.0005, 0.002
O, 0.0002, -0.0015, 0.0036
O, -0.0029, -0.001, 0.0038
O, -0.0029, 0.0019, 0.0051
O, -0.0015, 0.0005, 0.0097
O, 0.0035, -0.0006, -0.0039
O, -0.0029, -0.001, 0.0045
O, -0.0024, 0.0012, 0.0049
O, 0.0071, -0.0038, -0.0057
O, 0.0034, -0.001, 0.0035
O, 0.0006, -0.0006, 0.0069
O, -0.0035, 0.0001, 0.003
O, -0.0007, 0.0044, -0.0015
O, -0.0034, 0.0031, 0.0022
O, -0.0055, -0.0004, 0.0084
O, -0.0036, 0.0012, 0.0056
O, -0.0038, -0.0019, -0.0004
O, 0.0062, 0.001, 0.0034
O, -0.0011, 0.0002, 0.0006
O, -0.0091, 0.0014, -0.0007
O, -0.0037, 0.0024, 0.0003
O, -0.001, 0.0148, 0.0107
O, -0.0009, -0.003, 0.0032
O, -0.0027, -0.0014, 0.0031
O, -0.0004, 0.003, -0.0008
O, 0.0004, 0.0019, 0.0003
O, -0.0009, 0.0007, 0.0028
O, -0.0073, 0.0022, 0.0036
O, 0, -0.0007, -0.0004
O, -0.0012, 0.0002, 0.0045
O, -0.001, 0.0037, 0.0068
O, -0.0029, 0.0022, 0.002
O, -0.0105, -0.0083, 0.0051
O, -0.0058, 0.0007, -0.0059
O, -0.0008, 0.0018, -0.0055
O, -0.0043, -0.0011, 0.0013
O, -0.0113, 0, -0.0088
O, -0.0023, -0.0017, 0.0005
O, -0.0017, -0.0004, 0.0024
O, -0.0017, -0.0025, -0.0008
O, 0.0032, -0.0028, -0.0068
O, 0.0058, 0.002, 0.0058
O, -0.0058, -0.0026, 0.0047
O, -0.0186, 0.0005, 0.0002
O, -0.003, 0.0004, 0.0033
O, -0.0024, -0.0041, 0.0052
O, -0.0077, -0.0034, -0.0075
O, -0.0036, -0.0298, -0.0548
O, -0.0023, 0.0174, -0.0209
O, 0.0134, 0.0044, -0.0142
O, 0.008, 0.0154, 0.0242
O, 0.0026, -0.0071, 0.0294
O, -0.0245, -0.0248, 0.0064
O, 0.0118, 0.0053, -0.0095
O, -0.002, -0.0092, -0.0175
O, -0.0027, 0.0137, -0.0371
O, -0.0055, 0.0129, -0.0168
O, -0.0083, -0.0028, 0.0129
O, 0.0269, 0.0311, 0.0204
O, -0.0136, 0.0073, 0.0131
O, 0.028, -0.0084, -0.0001
O, -0.0015, 0.0124, -0.0058
O, -0.0031, -0.0025, 0.0081
O, 0.0375, 0.0023, 0.0367

The program warned: the cutoff lies below the one the program advises for these potential files; the exchange-correlation potential is rough where the density is thin.
